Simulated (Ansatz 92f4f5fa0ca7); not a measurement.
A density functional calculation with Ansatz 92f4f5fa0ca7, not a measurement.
Periodic cell of 256 atoms, Si144O112, from a study of silicon, its oxide and their interface. The atomic structure is a simulated model.
This geometry differs little from another in the collection (a relaxation step or a small displacement).

Settings
functional: r2SCAN
potential files: Ansatz PAW
basis: plane waves
wave-function cutoff: 800 eV
density cutoff ratio: 5
exchange-correlation grid ratio: 1
k mesh: 1 x 1 x 1, shifted by 0.5 0.5 0 of a step
self-consistency stop: 1e-10 eV per atom in the density residual
occupations: fixed
spin: none
net charge: 0

Cell vectors (angstrom)
a  10.888  0  0
b  0  10.888  0
c  0  0  36.2702

Atoms: element, x, y, z (angstrom)
Si  0.1603  -0.226  0.0524
Si  3.5519  2.4911  -0.3171
Si  1.2592  6.9681  1.5352
Si  2.3341  8.4552  0.098
Si  5.3733  0.1117  -0.1003
Si  8.0871  2.876  0.1683
Si  6.5781  4.7112  -0.1891
Si  6.979  6.5942  1.2478
Si  1.3289  1.1676  1.5445
Si  4.7372  3.922  0.9895
Si  -0.0564  5.6773  0.139
Si  4.1054  9.5018  1.2567
Si  6.8391  1.2997  1.366
Si  9.6781  4.0323  1.4164
Si  8.5688  7.775  0.0321
Si  9.5375  9.4576  1.3608
Si  0.0521  2.651  2.8036
Si  2.7827  -0.1351  2.8114
Si  -0.0852  8.2211  2.8997
Si  2.6929  5.5859  2.7049
Si  5.5389  2.6545  2.767
Si  8.1817  -0.0683  2.6958
Si  5.4871  8.0359  2.5371
Si  8.2668  5.3629  2.7837
Si  1.4403  4.0755  4.059
Si  4.0927  1.3393  4.0912
Si  1.3825  9.4882  4.1938
Si  4.1244  6.816  4.0644
Si  6.8586  4.0404  4.1293
Si  9.5259  1.3065  4.0956
Si  6.7944  9.4348  3.9936
Si  9.5141  6.7679  4.1846
Si  0.0174  0.0001  5.485
Si  2.7581  2.7226  5.4569
Si  0.0556  5.4103  5.4617
Si  2.7628  8.1255  5.4865
Si  5.4738  -0.0374  5.4033
Si  8.2014  2.6749  5.4711
Si  5.4566  5.4407  5.4309
Si  8.1306  8.1527  5.4645
Si  1.365  1.3897  6.8145
Si  4.1118  4.0857  6.8131
Si  1.3821  6.7853  6.835
Si  4.0929  9.5366  6.7986
Si  6.8294  1.3245  6.8025
Si  9.5499  4.0574  6.8077
Si  6.7642  6.8206  6.8183
Si  9.5136  9.525  6.8092
Si  -0.0307  2.6857  8.1935
Si  2.7439  0.0286  8.1415
Si  -0.0078  8.1766  8.1613
Si  2.7102  5.4095  8.1806
Si  5.5206  2.7502  8.1511
Si  8.1555  -0.0274  8.1976
Si  5.4245  8.2015  8.1949
Si  8.1519  5.4488  8.1115
Si  1.3092  4.0567  9.5195
Si  4.165  1.3764  9.4526
Si  1.3273  9.6055  9.4967
Si  4.0585  6.8119  9.4992
Si  6.8575  4.1342  9.5611
Si  9.4723  1.3451  9.5782
Si  6.7944  9.5463  9.5979
Si  9.459  6.8189  9.4653
Si  -0.0493  0.0168  10.9485
Si  2.7793  2.6999  10.7436
Si  -0.1485  5.4217  10.8059
Si  2.694  8.2215  10.7786
Si  5.5097  0.1391  10.9398
Si  8.2109  2.7844  10.9757
Si  5.457  5.5247  10.8848
Si  8.1311  8.1205  10.9184
Si  1.3939  1.4681  12.1483
Si  3.9935  4.1783  12.093
Si  1.2224  6.8417  11.9845
Si  4.0775  9.5913  12.0918
Si  6.7126  1.6682  12.3984
Si  9.5111  4.1317  12.4411
Si  6.7447  6.8279  12.388
Si  9.5372  9.3801  12.2961
Si  0.0484  4.1464  16.8639
Si  2.5823  -0.128  13.4381
Si  1.6013  8.9416  14.6411
Si  0.7712  3.4348  13.3845
Si  7.8233  5.2876  13.856
Si  7.8305  0.5108  14.1009
Si  3.2314  7.1651  14.5266
Si  5.9263  4.3919  15.4375
Si  2.353  5.3067  13.2649
Si  1.7377  2.5112  15.321
Si  -0.1518  7.8528  13.5844
Si  5.1838  8.1793  13.5775
Si  3.788  1.3525  14.7562
Si  10.0914  1.3545  16.1387
Si  6.1902  10.5033  15.5159
Si  9.5124  6.3132  15.0477
Si  12.5121  -10.8406  30.8121
Si  0.03  14.8309  22.2801
Si  11.2981  -5.3283  19.6717
Si  9.5526  8.0083  19.2827
Si  22.1354  17.2698  31.358
Si  12.1754  3.7103  34.5331
Si  0.8204  8.9904  22.321
Si  -15.171  -4.1955  27.0104
Si  16.54  3.452  20.6257
Si  13.3852  -2.8032  31.7257
Si  -1.7124  7.9531  30.2237
Si  9.3744  16.7377  28.0622
Si  -4.439  -40.1445  30.9336
Si  5.522  5.1064  33.1516
Si  6.5246  -2.0655  34.292
Si  -14.7529  22.4266  18.1367
Si  13.1708  9.6623  19.609
Si  9.4687  -6.7099  30.7189
Si  15.7092  26.4126  28.5019
Si  -4.1912  -0.5438  22.3376
Si  7.7698  14.5042  22.8486
Si  31.4703  -22.0151  29.4121
Si  14.2079  6.8559  19.4111
Si  26.6219  -4.7044  16.8319
Si  26.5657  11.3757  20.35
Si  15.3585  -26.6572  22.0592
Si  10.9211  11.817  22.4533
Si  -16.6569  2.9326  13.6875
Si  -1.9686  -10.901  20.4221
Si  -1.4753  -10.8718  24.9117
Si  -3.8702  -9.8821  29.2945
Si  3.237  -0.3417  28.1649
Si  -5.7269  12.8582  27.1302
Si  -0.6752  -9.4292  34.8023
Si  13.2777  -4.5584  29.2943
Si  23.5697  6.2585  23.6466
Si  -5.1589  -12.7888  28.8723
Si  11.1818  -1.1037  17.4157
Si  7.7509  -4.3581  17.4893
Si  19.6365  -2.4177  23.2971
Si  11.3247  20.6952  26.866
Si  11.8363  -14.9964  26.6005
Si  11.2963  -19.4766  32.159
Si  17.7818  6.3118  23.9429
Si  17.7579  12.1315  24.7141
Si  -4.1672  -7.2157  17.6046
Si  14.8667  7.2354  34.0774
Si  6.5292  -14.1139  31.5326
O  13.7474  -14.1863  -6.0541
O  -0.4846  -18.9116  -5.3433
O  -15.1318  -12.9588  -3.5961
O  8.9136  -12.3877  -11.6532
O  8.7122  2.0007  -1.1088
O  2.8294  3.264  -1.5504
O  6.5059  -9.0787  -8.2677
O  4.09  -16.1294  -2.5406
O  4.2406  9.2798  -7.9688
O  27.4318  -2.7272  -6.0038
O  16.2644  5.8712  -8.6288
O  22.4326  24.2118  -13.7679
O  16.2652  29.5277  -1.5408
O  -0.628  -22.6416  28.0508
O  -2.2988  10.1458  13.3959
O  -0.9014  -8.0789  16.8832
O  -2.5339  11.4572  19.0391
O  11.0905  4.3635  20.7308
O  -6.1423  4.5732  21.3529
O  12.8397  -0.7265  27.2736
O  5.8715  14.5807  19.0237
O  25.0441  -5.0469  23.1345
O  4.8406  0.5372  15.7604
O  1.392  -1.8741  20.8082
O  21.7585  4.9695  18.2322
O  7.9653  -6.9992  31.2138
O  12.4357  7.7931  23.1352
O  7.8163  4.9063  17.7613
O  16.54  12.7131  25.5964
O  5.7456  -4.2541  22.8406
O  -14.3705  2.2909  23.6458
O  7.0991  3.5271  21.3695
O  10.3667  17.7227  20.0592
O  -5.1005  -23.6084  14.8689
O  6.4042  -22.252  29.2109
O  28.3552  -13.6269  27.7554
O  27.1236  -0.5532  21.4641
O  -1.931  1.3359  14.9801
O  7.7835  -10.5527  21.5211
O  -16.2306  -7.1344  32.2488
O  12.5705  6.2626  25.2622
O  15.2408  22.9496  35.4351
O  14.9304  -10.0298  27.4546
O  9.187  -12.4756  20.1695
O  1.0323  -11.2207  22.7954
O  8.8193  9.5052  30.1348
O  44.2759  -9.6448  15.5835
O  1.5631  25.3692  16.5646
O  -7.4184  5.1415  29.2243
O  6.2519  17.8601  17.0662
O  8.1568  29.1176  18.814
O  13.2726  -8.7866  36.986
O  28.1775  -4.081  25.4081
O  8.3705  -3.9349  23.6748
O  -8.0897  -3.3629  35.1109
O  -1.5359  3.8536  22.6676
O  11.958  27.5218  30.0356
O  -12.0297  -10.0617  23.5579
O  18.0238  4.7327  23.8267
O  26.6608  -30.6356  20.8664
O  32.5716  10.8309  25.7348
O  -4.7568  10.2608  34.9159
O  -1.4387  -3.5988  28.788
O  12.1726  10.3723  18.5515
O  0.7494  5.1191  23.1374
O  -7.2157  17.9014  16.1053
O  -8.9405  16.9205  19.6393
O  -18.4866  -0.0396  20.0636
O  -15.791  6.2957  32.1662
O  0.9833  14.4863  32.9498
O  8.7845  -3.8835  16.3348
O  10.5275  5.1706  15.6648
O  10.2754  -21.0846  20.9686
O  7.973  -14.5568  30.9713
O  -8.9801  9.5898  31.6661
O  23.8016  6.8318  27.8086
O  6.925  -11.3723  16.9766
O  -1.4593  -17.1258  29.1596
O  -6.6708  6.0206  18.3387
O  -5.0218  -17.5764  29.6497
O  4.0686  -3.8925  20.8445
O  23.0755  -1.3011  35.7489
O  -3.4651  19.8019  22.4725
O  -11.3932  -9.4983  33.1759
O  11.7628  -5.7511  35.1626
O  10.0407  43.5479  17.027
O  0.3224  2.6514  35.2901
O  10.0811  -5.557  31.7084
O  22.9858  20.2071  16.1824
O  7.9676  5.8492  27.2672
O  31.9065  -13.1579  22.4757
O  28.9499  -8.7674  17.4536
O  17.236  -10.8909  23.8183
O  0.3858  8.2795  26.3486
O  28.2511  -5.9679  34.4426
O  29.9282  11.6565  25.6157
O  10.6137  5.7843  27.0164
O  21.4294  -3.0825  31.0467
O  1.5217  17.8003  32.3598
O  3.6001  -16.7521  37.7194
O  -7.1205  18.9885  32.7162
O  16.5747  0.4457  19.0097
O  7.9416  -13.3987  34.9161
O  10.4451  19.3694  18.0223
O  2.7073  -21.6412  29.619
O  9.6987  17.5849  35.7868
O  3.0452  30.166  18.9293
O  19.5336  0.978  29.2446
O  21.8737  0.0974  30.2903
O  4.5244  3.4136  27.481
O  28.2622  1.8121  30.6077
O  12.5715  1.4005  31.7008

Results
free energy: -155984.892 eV
free energy less fixed offsets of O -570.45, Si -639.56 eV per atom: 2.148 eV

Forces (eV/angstrom), in the order of the atoms: element, x, y, z
Si  0.0092  -0.0013  -0.0033
Si  -0.0287  -0.0142  0.0004
Si  -0.0021  0.0017  0.0001
Si  -0.0011  -0.0008  -0.0128
Si  -0.0024  0.0014  -0.0162
Si  0.0031  -0.006  -0.0096
Si  -0.0001  0.0018  -0.0223
Si  -0.0043  0.0002  0.0028
Si  0.028  0.0181  -0.0255
Si  0.0067  0.01  0.0047
Si  0.0038  -0.0009  -0.014
Si  -0.0025  0.0027  0.0019
Si  -0.0027  0.0009  0.0018
Si  -0.0016  0.0019  -0.0002
Si  0.0018  -0.0017  -0.0166
Si  0.0014  -0.0015  0.0061
Si  -0.0005  0.0008  0.0008
Si  0.0044  0.0033  -0.0017
Si  0.0004  -0.0003  -0.0004
Si  0.0055  -0.0057  -0.0102
Si  0.0019  -0.0018  -0.0008
Si  -0.0023  -0.0024  -0.0036
Si  0.0011  -0.0003  -0.0006
Si  0.0004  -0.0011  -0.0001
Si  -0.0024  -0.0032  -0.0001
Si  0.0021  -0.0028  0.0005
Si  -0.0023  0.0006  -0.0011
Si  0.0012  0.001  0.002
Si  -0.0011  0.0021  -0.0009
Si  -0.0005  0.0008  0.0001
Si  -0.0015  0.0005  0.0007
Si  0.0007  -0.0014  0.0008
Si  -0.0008  0.0003  -0.0011
Si  -0.0015  -0.0017  -0.0019
Si  0.0005  0.0016  -0.0011
Si  0.0008  -0.0021  -0.0006
Si  -0.0003  -0.0002  -0.0007
Si  -0.0022  -0.0015  -0.0006
Si  -0.0006  -0.0009  0.0008
Si  -0.0008  0.0003  -0.0004
Si  -0.0001  0.0002  0
Si  0.0008  0.0001  -0.001
Si  -0.0002  -0.0001  0.0006
Si  0.0019  0.001  -0.0002
Si  0.0002  0.0011  -0.0007
Si  -0.0003  -0.001  0.0003
Si  -0.0026  -0.0003  -0.0004
Si  0.0001  0.0001  -0.0012
Si  -0.0012  0  -0.0006
Si  -0.0006  -0.0003  -0.0009
Si  0  0.0005  0
Si  -0.0002  -0.0005  -0.0003
Si  -0.001  0.0007  -0.0006
Si  -0.0003  -0.0004  -0.0004
Si  -0.0009  0.0003  -0.0008
Si  -0.0001  0.0001  -0.0009
Si  -0.0005  0.0014  0.0007
Si  0.0001  -0.0014  -0.0015
Si  -0.0022  0.0007  -0.0002
Si  -0.0004  -0.0012  -0.0002
Si  -0.0014  -0.0035  -0.0006
Si  0.0003  0.001  0.0001
Si  -0.0012  0  0.0012
Si  0.0006  -0.0027  -0.0008
Si  -0.0008  -0.0037  0.0019
Si  0.0009  -0.0018  0.002
Si  -0.0026  -0.0008  -0.0011
Si  0.0009  0.0001  0.001
Si  -0.0014  0.0015  0.0002
Si  -0.0016  0.0019  -0.0014
Si  0  -0.0014  -0.0015
Si  0  0.0009  0.0003
Si  0.0021  0.0002  0.0018
Si  0.0017  0.0024  0.003
Si  -0.0004  0.001  0.0027
Si  -0.0018  0.0001  0.0004
Si  -0.0009  -0.0001  0.0058
Si  -0.0005  -0.0003  0.0004
Si  -0.0052  -0.0009  0.0012
Si  0.001  -0.0001  -0.0009
Si  0.0014  -0.0012  -0.0048
Si  0.0001  0.0018  -0.0011
Si  0.0012  -0.0004  -0.0015
Si  -0.0035  -0.0004  0.0048
Si  -0.0035  -0.0016  0.0028
Si  -0.0016  0.002  -0.0026
Si  0.0012  -0.0036  0.004
Si  0.0016  0.0038  0.0039
Si  -0.0014  -0.0025  -0.0025
Si  0.0038  -0.0008  -0.0045
Si  0.0009  -0.0011  0.0003
Si  0.0021  -0.0037  -0.0014
Si  0.0003  -0.0113  0.0054
Si  0.0003  0.0008  -0.0058
Si  -0.0016  -0.0014  -0.0068
Si  -0.0013  -0.0033  -0.0028
Si  0.0035  -0.0015  -0.0077
Si  -0.0009  -0.0001  0.0109
Si  -0.0005  -0.0032  0.004
Si  -0.0013  -0.0019  0.0039
Si  0.0004  0.0035  -0.0071
Si  -0.004  -0.0028  -0.0206
Si  -0.0028  -0.002  0.0123
Si  -0.0007  0.0001  0.0107
Si  -0.0006  0.0013  0.0082
Si  -0.0044  0.0002  -0.0084
Si  0.0022  0.0038  -0.0033
Si  -0.0006  -0.0002  0.0056
Si  0.0016  -0.0017  -0.0084
Si  -0.0016  0.0009  -0.0205
Si  -0.0036  -0.0038  -0.0333
Si  -0.001  0.0024  0.0022
Si  0.0009  -0.0004  0.0031
Si  0.0003  0.0034  -0.0059
Si  0.0005  0.0005  0.0008
Si  0.0011  -0.0024  0.0116
Si  -0.0016  -0.0011  0.0104
Si  -0.0028  -0.0018  0.0042
Si  0  -0.0016  0.0016
Si  -0.0056  -0.0022  -0.0167
Si  -0.0025  0.0018  0.0077
Si  0.0005  -0.0015  0.0086
Si  -0.0009  0.0008  0.0122
Si  0.0052  0.0011  -0.0044
Si  0.0008  0.0011  0.0115
Si  0.001  -0.0019  0.0132
Si  -0.006  0.0002  -0.0009
Si  -0.002  -0.0015  0.0025
Si  0.001  0.0006  0.0052
Si  0.0019  0.0055  -0.024
Si  -0.0004  0.0004  0.0007
Si  -0.0007  -0.0004  0.0161
Si  0.0011  0.0022  0.0016
Si  0.0015  0.001  -0.0035
Si  -0.0016  -0.0026  -0.0044
Si  -0.0017  -0.0002  0.0096
Si  0.0045  -0.0022  0.0065
Si  -0.0021  0.0013  0.0083
Si  0.0011  0.002  -0.0146
Si  -0.0008  0.0014  0.0107
Si  -0.0043  0.0019  0.0129
Si  0.0035  -0.0021  0.0019
Si  0.0027  -0.0005  -0.0225
Si  0.0006  0.0006  -0.0131
O  0.0009  0.0013  0.0034
O  0.0033  -0.0025  0.007
O  -0.0018  0.0043  0.0138
O  -0.0002  -0.0019  -0.0056
O  -0.0072  0.0058  0.0113
O  0.0106  -0.0064  0.0179
O  -0.0007  0.0001  -0.0019
O  0.0026  0.0033  0.0093
O  -0.0001  0.0016  -0.0013
O  0.0044  -0.0012  0.005
O  0.0008  0.0011  -0.0026
O  0.0024  0  -0.0033
O  0.0016  0.0028  0.0072
O  -0.0058  -0.0004  -0.0116
O  -0.0014  0.0017  0.0029
O  -0.0012  -0.0013  0.0009
O  0.0012  -0.0013  -0.0022
O  0.0015  0.0015  -0.0065
O  -0.0009  0.0003  -0.0025
O  0.0026  -0.0004  -0.0003
O  -0.0009  0.0004  -0.0025
O  0.0013  0  -0.0045
O  -0.0046  0.0044  0.0042
O  0.0001  -0.0004  -0.0075
O  -0.0021  -0.0001  0.0015
O  -0.0002  0.0009  0.0041
O  0.0013  0.0024  -0.0056
O  -0.0022  0.0024  -0.0003
O  0.0034  0  -0.0055
O  -0.0037  -0.001  -0.0047
O  0.0022  0.0041  -0.0051
O  -0.0021  -0.0009  -0.0048
O  -0.0021  0.0014  -0.0016
O  0.0019  0.0018  0.006
O  0.0014  0.0013  0.0007
O  0.0005  -0.0001  -0.002
O  -0.0018  0.0006  -0.0042
O  0.0057  0.0004  0.0079
O  0.002  -0.0014  -0.0067
O  0.0009  0.0042  0.0063
O  0  0.0003  -0.002
O  0.0002  0.0074  0.0208
O  0.0038  0.0037  -0.0057
O  -0.0011  -0.0008  -0.0057
O  0.0012  -0.0019  -0.0045
O  0.0015  0.0023  0
O  -0.0006  0.0003  -0.0019
O  -0.0013  -0.0013  0.0048
O  0.0018  0.0006  -0.0006
O  0.0073  -0.0013  0.0024
O  0.0007  0.0018  0
O  -0.0007  -0.0198  -0.0002
O  0.0001  -0.0004  -0.0025
O  0.0009  0.0022  -0.0041
O  -0.0077  0.0038  0.0136
O  0.0011  0.0009  -0.0038
O  -0.0005  0.0022  0.0002
O  0.0024  0.0005  -0.0085
O  0  -0.0022  -0.0055
O  -0.0008  -0.0027  -0.0033
O  -0.0023  0.0021  -0.0161
O  -0.0069  0.0095  0.0176
O  -0.0001  -0.0016  0.0003
O  -0.0013  -0.0012  -0.0008
O  -0.0023  -0.0021  -0.007
O  -0.0027  0.0095  -0.005
O  -0.001  0.0005  -0.0007
O  -0.0019  -0.0018  -0.0024
O  -0.0011  -0.0039  0.0112
O  0.0029  0.0027  0.0147
O  -0.0015  0.0026  0.0053
O  0.0006  0.0004  0.0023
O  -0.0017  -0.0014  -0.0052
O  -0.0014  -0.0009  0.0019
O  -0.0018  0.0004  0.0022
O  0.0002  -0.0002  -0.0024
O  -0.002  0.0016  0.0024
O  -0.0001  0.0002  0.0026
O  -0.0014  -0.0011  0.0048
O  0  0  0.0025
O  -0.0005  0.0021  -0.0054
O  -0.0037  0.0027  0.0067
O  -0.0008  0.0018  -0.0038
O  -0.0048  -0.0016  0.0174
O  -0.0056  0.0064  0.0145
O  0.0025  -0.0011  0.0022
O  -0.0027  -0.0031  0.0113
O  0.0004  0  0.0027
O  -0.0031  0.0003  0.0064
O  -0.0004  0.0015  -0.0023
O  0.0015  0.0017  -0.0066
O  0.001  -0.0038  -0.0021
O  -0.0029  -0.0013  -0.0054
O  0.0012  -0.0014  0.0002
O  -0.0003  -0.0034  0.0238
O  0.0009  -0.0014  -0.0058
O  0.0015  0.0007  -0.0029
O  0.0014  -0.0022  0.0021
O  0.0017  0.0011  0.0048
O  0.0015  0.0039  0.0078
O  0.004  -0.0015  0.0114
O  0.0029  -0.0012  -0.0038
O  0.0046  -0.0014  0.0142
O  0.0004  0.0003  -0.0027
O  0.0009  0.0003  0.0052
O  -0.0009  0.0026  0.0101
O  -0.0009  0.0015  0.0003
O  -0.0037  0.0011  0.0009
O  0.0012  0.0017  -0.0055
O  0.001  0.0026  -0.0014
O  0.0009  0.0015  0.0034
O  -0.0033  0.0038  0.0052

The program warned: the cutoff lies below the one the program advises for these potential files; the forces do not sum to zero within the program's tolerance; empty levels may hold ghost states of the PAW files; the exchange-correlation potential is rough where the density is thin.
